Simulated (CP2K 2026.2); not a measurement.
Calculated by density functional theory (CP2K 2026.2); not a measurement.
Periodic cell of 504 atoms, Si360O144, from a study of silicon, its oxide and their interface. The atomic structure is a simulated model.
Doubt: the forces sum to 0.79 eV/angstrom along one axis rather than to zero, so they err by at least 0.0016 eV/angstrom per atom on average; the grid cutoff is modest.

Settings: functional PBE; method Gaussian and plane waves; basis set DZVP-MOLOPT-SR-GTH; pseudopotentials GTH-PBE; grid cutoff 300 Ry, relative cutoff 40 Ry; k points Gamma only; occupations fixed; spin none; net charge 0.

Cell vectors (angstrom)
a	16.32	0	0
b	0	16.32	0
c	-6.655	4.6433	33.5414

Atoms and the computed forces on them: element, x, y, z (angstrom), force x, y, z (eV/angstrom)
Si	1.585	-1.565	-0.134	-0.283	0.242	0.704
Si	3.8	1.642	0.192	0.041	-0.117	0.728
Si	1.601	3.847	0.09	-0.119	0.211	0.752
Si	4.419	6.595	0.037	-0.244	0.085	0.776
Si	1.141	-6.553	0.215	0.031	-0.151	0.756
Si	3.737	-3.921	-0.055	0.344	-0.105	0.651
Si	7.155	-1.56	0.001	-0.318	0.13	0.712
Si	9.718	1.06	0.183	-0.002	0.247	0.768
Si	6.492	4.266	0.067	0.221	-0.049	0.763
Si	9.325	7.03	0.222	0.018	-0.191	0.77
Si	7.154	9.269	-0.009	-0.181	0.2	0.72
Si	-6.926	-3.811	-0.017	0.184	-0.29	0.67
Si	-4.337	-1.074	0.143	0.131	-0.101	0.762
Si	-1.637	1.639	0.04	0.181	-0.13	0.754
Si	-3.819	3.902	0.061	-0.23	0.101	0.736
Si	-1.553	6.984	0.096	0.166	-0.144	0.724
Si	-3.898	-7.247	0.047	-0.039	0.284	0.714
Si	-1.094	-4.384	0.037	-0.18	0.108	0.739
Si	2.644	-0.019	1.336	-0.001	-0.013	-0.047
Si	5.394	2.756	1.466	0.011	0.01	-0.06
Si	2.765	5.473	1.329	0.021	-0.007	-0.045
Si	5.528	8.186	1.337	0.008	-0.001	-0.061
Si	2.702	-5.38	1.452	-0.009	-0.004	-0.042
Si	5.445	-2.75	1.162	-0.014	-0.006	-0.045
Si	8.169	-0.059	1.484	-0.002	-0.004	-0.049
Si	-5.433	2.736	1.341	-0.001	0.018	-0.039
Si	8.104	5.412	1.374	-0.014	-0.007	-0.047
Si	-5.423	8.123	1.532	-0.013	-0.009	-0.056
Si	8.249	-5.429	1.287	-0.003	0.011	-0.054
Si	-5.424	-2.711	1.399	-0.001	0.013	-0.067
Si	-2.739	0.07	1.399	0.002	0.016	-0.094
Si	-0.003	2.707	1.365	-0.007	0.008	-0.06
Si	-2.699	5.434	1.424	-0.001	0.001	-0.04
Si	-0.026	8.159	1.427	-0.018	0.006	-0.046
Si	-2.761	-5.519	1.258	0.011	-0.022	-0.073
Si	0	-2.691	1.253	0.016	-0.016	-0.071
Si	1.301	1.31	2.734	0.009	0.021	0.023
Si	4.051	4.127	2.798	-0.015	0.021	0.041
Si	1.387	6.8	2.707	0.001	-0.015	0.008
Si	4.113	9.524	2.683	0.009	-0.017	0.001
Si	1.335	-3.994	2.746	-0.038	0.004	0.03
Si	4.11	-1.375	2.614	0.005	0	-0.005
Si	6.789	1.358	2.741	-0.01	0.011	0.013
Si	9.504	4.067	2.702	0.006	0.011	0.01
Si	6.813	6.816	2.765	-0.016	-0.01	0.039
Si	9.563	-6.73	2.762	-0.025	-0.005	0.022
Si	6.789	-4.096	2.61	0.004	-0.012	0.002
Si	-6.794	-1.411	2.818	0.024	0.008	0.043
Si	-4.093	1.407	2.771	-0.011	-0.009	0.043
Si	-1.316	4.088	2.754	0.007	-0.009	0.021
Si	-4.079	6.73	2.822	0.004	-0.009	0.022
Si	-1.417	-6.802	2.744	-0.001	0.01	0.04
Si	-4.048	-4.115	2.669	0.008	-0.014	0.004
Si	-1.356	-1.353	2.656	0.007	0.001	0.008
Si	-0.032	-0.03	4.095	0.004	0.002	0.004
Si	2.682	2.702	4.079	-0.001	0.007	-0.01
Si	0.039	5.449	4.096	-0.005	-0.004	0.002
Si	2.741	8.173	4.054	0.002	0	-0.002
Si	-0.025	-5.414	4.065	-0.006	0.004	-0.013
Si	2.75	-2.676	4.061	-0.003	0.006	-0.013
Si	5.418	-0.021	4.051	-0.017	-0.029	0
Si	8.164	2.712	4.083	0.001	0.01	-0.001
Si	5.436	5.475	4.13	0.009	0	-0.018
Si	8.189	-8.131	4.089	0.015	-0.019	-0.014
Si	5.463	-5.434	4.039	0.021	0.021	-0.003
Si	8.118	-2.774	4.078	0.001	-0.018	-0.004
Si	-5.435	0.006	4.115	-0.001	0	-0.008
Si	-2.706	2.74	4.112	-0.006	0.004	-0.017
Si	-5.472	5.393	4.124	0.011	-0.009	0.013
Si	-2.727	8.146	4.128	0.009	0.015	-0.015
Si	-5.403	-5.403	4.11	-0.002	0.002	0.004
Si	-2.701	-2.73	4.025	-0.012	0.003	0.003
Si	1.352	-1.379	16.331	-0.003	-0.004	-0.004
Si	4.104	1.373	16.298	-0.007	0.002	-0.007
Si	1.366	4.122	16.293	-0.006	0.001	-0.008
Si	4.091	6.806	16.301	0.01	0.009	-0.011
Si	1.347	-6.796	16.303	0.011	-0.005	-0.01
Si	4.058	-4.09	16.338	0.001	-0.005	-0.009
Si	6.772	-1.364	16.298	-0.005	0.005	-0.003
Si	-6.804	1.373	16.326	-0.005	-0.004	-0.01
Si	6.817	4.071	16.326	-0.007	0.007	-0.001
Si	-6.774	6.808	16.312	0.005	-0.003	-0.008
Si	6.793	-6.811	16.334	0.003	-0.01	-0.006
Si	-6.8	-4.102	16.321	-0.014	0.016	-0.009
Si	-4.092	-1.388	16.318	0	-0.014	-0.001
Si	-1.347	1.356	16.265	-0.002	0.003	-0.015
Si	-4.076	4.099	16.296	0.004	-0.003	-0.012
Si	-1.353	6.826	16.332	0.002	0.009	-0.003
Si	-4.08	9.508	16.354	-0.02	0.007	-0.002
Si	-1.361	-4.087	16.343	0.008	-0.003	0
Si	2.737	0.012	17.626	0.007	0.004	0.01
Si	5.456	2.712	17.697	0.008	-0.004	0.001
Si	2.756	5.448	17.667	-0.015	0.004	-0.001
Si	5.39	8.183	17.692	0.004	-0.005	0.013
Si	2.667	-5.444	17.69	0.001	-0.006	-0.009
Si	5.431	-2.728	17.676	-0.013	0.007	0.022
Si	8.103	0.021	17.646	-0.003	-0.005	-0.02
Si	-5.411	2.735	17.663	-0.009	0.009	0.012
Si	8.196	5.444	17.652	0.005	-0.004	0.007
Si	-5.431	8.137	17.73	0	-0.007	-0.003
Si	8.189	-5.485	17.686	-0.003	0	-0.005
Si	-5.447	-2.757	17.692	0.013	-0.005	0.02
Si	-2.688	-0.021	17.613	0.003	0.006	-0.01
Si	-0.031	2.768	17.599	0.005	-0.014	0.006
Si	-2.754	5.487	17.666	0.001	0.013	0.004
Si	0.039	-8.156	17.696	-0.01	0.017	0.01
Si	-2.713	-5.454	17.707	-0.012	-0.011	0.021
Si	-0.007	-2.735	17.725	0.012	0.005	-0.005
Si	1.368	1.431	18.9	0.008	0.007	-0.032
Si	4.094	4.078	19.04	-0.002	0.008	-0.006
Si	1.441	6.818	19.045	0.023	0.026	-0.021
Si	3.968	-6.809	19.078	-0.012	-0.018	-0.037
Si	1.332	-4.112	19.106	-0.003	0.001	0.006
Si	4.072	-1.339	19.021	-0.004	0.018	-0.04
Si	6.797	1.359	19.09	0.007	-0.024	0
Si	-6.75	4.11	19.034	0.015	0.016	-0.032
Si	6.812	6.816	18.964	0.017	-0.001	-0.043
Si	-6.77	9.497	19.1	-0.014	0.023	-0.004
Si	6.781	-4.154	18.994	-0.008	0.009	-0.026
Si	9.447	-1.362	18.949	-0.007	-0.012	-0.02
Si	-4.002	1.354	18.954	0.001	0.019	-0.028
Si	-1.392	4.123	18.969	0.009	-0.013	-0.026
Si	-4.079	6.792	19.129	-0.002	-0.023	0.012
Si	-1.337	-6.821	19.062	-0.001	0.01	-0.017
Si	-4.078	-4.114	19.088	0.001	-0.009	-0.037
Si	-1.376	-1.341	19.044	-0.01	-0.005	-0.004
Si	0.001	0.123	20.253	0.005	0.007	0.055
Si	2.705	2.715	20.353	-0.003	-0.018	0.061
Si	0.067	5.407	20.277	-0.013	-0.013	0.051
Si	2.683	8.159	20.569	0.01	-0.013	0.049
Si	-0.05	-5.446	20.501	-0.005	-0.019	0.056
Si	2.681	-2.681	20.387	0.013	0.018	0.058
Si	5.433	-0.017	20.455	-0.003	-0.013	0.048
Si	8.216	2.738	20.377	0.017	-0.001	0.056
Si	5.483	5.459	20.331	-0.001	0.02	0.061
Si	8.105	8.17	20.39	-0.025	-0.003	0.065
Si	5.339	-5.432	20.368	0.003	0.008	0.05
Si	8.155	-2.796	20.308	0.007	-0.004	0.031
Si	-5.455	0.017	20.197	-0.006	0.024	0.035
Si	-2.719	2.768	20.351	-0.019	-0.006	0.047
Si	-5.433	5.435	20.52	-0.009	-0.013	0.057
Si	-2.62	-8.24	20.46	0.005	0.013	0.054
Si	-5.346	-5.569	20.509	0.026	0.007	0.056
Si	-2.742	-2.675	20.434	-0.002	-0.014	0.046
Si	1.478	-1.057	21.583	-0.074	-0.18	-0.775
Si	3.743	1.092	21.679	0.228	0.091	-0.715
Si	1.171	3.912	21.679	0.207	0.091	-0.724
Si	4.386	6.973	21.736	-0.262	-0.073	-0.762
Si	0.962	-7.092	21.869	0.252	0.125	-0.745
Si	4.268	-3.797	21.698	-0.119	-0.141	-0.712
Si	6.591	-1.688	21.648	0.095	0.166	-0.775
Si	-6.486	1.564	21.603	-0.121	-0.005	-0.732
Si	7.067	4.333	21.634	-0.142	-0.122	-0.717
Si	-7.089	6.614	21.73	0.176	0.134	-0.689
Si	6.466	-7.013	21.662	0.155	0.063	-0.779
Si	9.737	-3.939	21.629	-0.161	-0.225	-0.722
Si	-4.459	-1.551	21.588	0.33	0.118	-0.656
Si	-1.058	1.721	21.604	-0.076	-0.106	-0.732
Si	-4.273	3.791	21.8	0.102	0.245	-0.718
Si	-1.055	6.809	21.73	-0.243	-0.054	-0.704
Si	-3.638	-6.654	21.848	-0.268	-0.122	-0.717
Si	-1.625	-4.222	21.796	0.21	0.14	-0.758
Si	-1.398	0.749	-2.928	0.06	0.055	0.078
Si	0.372	5.723	-2.04	-0.043	0.044	0.173
Si	-6.723	8.049	24.543	-0.087	-0.104	-0.239
Si	6.247	-4.879	26.054	-0.064	-0.113	0.059
Si	1.273	-6.24	24.905	-0.004	-0.038	-0.116
Si	-8.114	5.796	26.129	0.172	-0.187	-0.058
Si	2.968	5.204	23.953	0.01	-0.075	-0.141
Si	-2.492	2.713	-4.989	-0.09	-0.057	0.058
Si	-4.382	-6.545	-2.845	0.01	-0.038	0.017
Si	-2.692	8.013	-4.733	0.066	0.077	0.03
Si	-7.755	-0.462	23.729	0.092	-0.049	-0.127
Si	-0.461	-2.177	23.885	-0.05	0.054	-0.206
Si	7.987	3.146	-4.832	0.044	0.06	0.029
Si	-1.682	0.557	24.435	0.048	-0.13	-0.04
Si	3.485	-4.124	24.662	-0.062	-0.023	-0.135
Si	4.189	0.732	-2.654	-0.066	-0.031	0.077
Si	-7.95	2.846	-1.887	-0.057	0.059	0.073
Si	-4.401	1.356	25.887	0.034	0.038	-0.118
Si	1.122	1.074	25.718	0.018	0.032	0.008
Si	-0.594	-5.879	-4.772	-0.087	-0.063	0.039
Si	2.598	8.012	-1.961	0.003	-0.077	0.084
Si	7.114	3.717	24.477	0.064	-0.043	-0.166
Si	-3.561	-1.546	-2.796	-0.018	0	0.092
Si	-4.149	-2.762	-6.994	0.029	-0.105	-0.08
Si	-8.136	-5.546	23.852	-0.052	-0.065	-0.187
Si	-1.05	5.461	-4.758	-0.05	0.097	0.069
Si	-6.636	-4.598	-3.013	0.051	0.049	0.173
Si	2.075	-7.409	-4.682	-0.023	-0.049	-0.049
Si	6.912	-6.078	-2.992	0.066	-0.023	0.12
Si	-1.564	-4.027	-6.97	0.044	0.05	0.074
Si	5.052	2.307	-5.036	0.109	-0.105	0.053
Si	7.824	-8.103	-5.179	-0.066	0	-0.025
Si	6.125	-1.554	-2.723	0.091	0.143	0.075
Si	7.669	-1.608	-5.513	-0.072	0.045	-0.056
Si	-4.662	4.243	-6.434	0.078	-0.058	0.086
Si	5.625	6.75	-6.967	-0.037	0.006	-0.074
Si	1.435	-0.379	-3.088	0	-0.1	0.122
Si	-6.767	3.14	25.762	-0.009	0.024	-0.028
Si	-3.635	-3.353	26.141	-0.015	-0.065	0.101
Si	4.732	-4.136	-2.842	-0.138	0.039	0.041
Si	3.116	-2.343	-4.968	0.086	0.159	0.059
Si	1.274	6.416	-6.062	0.047	0.119	-0.098
Si	3.529	2.284	24.487	-0.005	-0.008	-0.022
Si	-6.711	5.709	-4.664	-0.033	-0.096	0.091
Si	-2.568	5.265	24.036	0.072	-0.042	-0.063
Si	2.673	7.476	26.048	0.057	0.04	-0.099
Si	-3.833	8.094	24.663	0.108	0.056	-0.16
Si	-5.865	-1.895	-4.557	-0.124	-0.044	0.069
Si	-2.218	-4.221	-2.807	0	0.058	0.05
Si	-5.059	-1.193	24.392	-0.028	-0.001	-0.034
Si	1.751	-2	25.811	-0.072	-0.034	-0.051
Si	5.09	-0.375	-6.664	-0.007	-0.124	-0.062
Si	-5.749	5.145	-1.877	0.04	-0.018	0.114
Si	3.641	4.62	-6.255	0.018	0.041	-0.162
Si	1.375	-1.35	5.439	0	-0.006	0.013
Si	4.067	1.347	5.421	-0.002	0.015	0.007
Si	1.358	4.069	5.46	0.005	-0.004	0.007
Si	4.072	6.828	5.463	-0.004	-0.001	0.002
Si	1.363	9.537	5.403	-0.006	-0.005	-0.002
Si	4.091	-4.075	5.403	-0.003	-0.005	0.011
Si	6.781	-1.376	5.421	0.01	0.007	0.012
Si	9.514	1.358	5.459	0.008	-0.003	0.004
Si	6.805	4.083	5.444	0.003	0.003	0.007
Si	9.52	6.806	5.454	-0.007	0.008	0.012
Si	6.805	-6.785	5.432	-0.002	0.002	0.004
Si	9.512	12.239	5.451	0	0.009	0.021
Si	-4.06	-1.375	5.421	0.006	0	0.011
Si	-1.369	1.349	5.454	-0.001	-0.005	0.013
Si	-4.081	4.069	5.476	0	-0.003	0.008
Si	-1.336	6.801	5.455	-0.006	-0.013	0.006
Si	-4.08	-6.797	5.467	-0.001	-0.003	0.009
Si	-1.366	-4.066	5.436	0.003	-0.001	0.01
Si	2.717	0.009	6.809	-0.009	0.003	-0.005
Si	5.437	2.71	6.783	-0.003	-0.003	0
Si	2.722	5.44	6.806	-0.006	0	0.001
Si	5.443	-8.137	6.805	-0.001	0	0.002
Si	2.726	-5.431	6.771	0.005	0.001	0.002
Si	5.433	-2.726	6.794	0.001	0.001	-0.002
Si	8.145	-0.015	6.79	-0.004	0.003	0.005
Si	10.879	2.706	6.825	0.005	-0.001	0
Si	8.157	5.445	6.809	0.007	0.002	-0.005
Si	10.88	8.16	6.818	-0.001	-0.001	0.005
Si	8.164	10.874	6.81	0.009	-0.005	0
Si	-5.44	-2.712	6.792	-0.012	-0.003	-0.001
Si	-2.72	-0.017	6.807	0.001	0.008	-0.002
Si	-0.007	2.713	6.812	-0.002	0.001	0.001
Si	-2.713	5.445	6.81	-0.004	-0.002	0.004
Si	0.021	8.174	6.794	0	0	-0.006
Si	-2.717	-5.428	6.807	-0.003	-0.003	-0.003
Si	0.01	-2.718	6.792	0.008	0.007	0.003
Si	1.359	1.363	8.171	0.008	0.01	0
Si	4.087	4.076	8.154	-0.003	0.004	-0.003
Si	1.365	6.805	8.161	0.005	-0.004	-0.001
Si	4.077	-6.783	8.155	0.001	-0.004	-0.003
Si	1.368	-4.081	8.147	-0.009	0.004	-0.003
Si	4.077	-1.363	8.157	-0.004	0	-0.005
Si	6.793	1.352	8.15	0.003	-0.001	-0.007
Si	9.521	4.083	8.167	0.003	0.003	-0.004
Si	6.796	6.808	8.161	0.004	0	0.002
Si	9.517	9.517	8.173	-0.016	-0.011	-0.001
Si	6.8	-4.079	8.159	0.004	-0.001	-0.006
Si	-6.802	-1.359	8.156	0.008	0.003	-0.001
Si	-4.079	1.342	8.172	-0.009	-0.01	0.005
Si	-1.362	4.077	8.17	-0.006	-0.012	-0.004
Si	-4.073	6.803	8.168	0.01	0.011	0
Si	-1.349	-6.792	8.154	0.001	0.004	0.004
Si	-4.087	-4.075	8.16	-0.002	0	-0.009
Si	-1.35	-1.364	8.162	-0.002	0.006	-0.01
Si	-0.002	0	9.526	0.001	-0.004	-0.002
Si	2.725	2.724	9.521	-0.006	0.001	-0.002
Si	0.004	5.443	9.519	-0.008	0.006	-0.002
Si	2.725	-8.153	9.516	0.003	-0.001	0.003
Si	0.009	-5.436	9.514	0.009	0	-0.002
Si	2.719	-2.721	9.516	-0.002	0.001	0
Si	5.439	-0.005	9.516	0	0.003	-0.006
Si	8.155	2.715	9.512	-0.004	-0.005	-0.004
Si	5.439	5.442	9.516	0.001	-0.006	-0.003
Si	8.158	8.159	9.528	0.01	0.004	0.001
Si	5.439	-5.435	9.522	-0.001	0.004	-0.001
Si	-8.159	-2.722	9.518	0.004	0	0
Si	-5.444	-0.009	9.527	-0.003	0.007	0.002
Si	-2.721	2.714	9.526	0.001	-0.001	-0.001
Si	-5.435	5.44	9.524	-0.002	0.003	-0.002
Si	-2.713	-8.151	9.516	-0.006	-0.009	0.001
Si	-5.443	-5.435	9.523	-0.003	-0.005	-0.001
Si	-2.72	-2.72	9.518	0.006	0.003	-0.006
Si	1.358	-1.363	10.877	-0.003	0.005	0.001
Si	4.084	1.358	10.875	0.001	-0.003	0
Si	1.365	4.084	10.88	0.011	-0.004	0.001
Si	4.083	-9.514	10.877	-0.003	-0.001	0
Si	1.364	-6.794	10.876	-0.009	-0.002	-0.002
Si	4.079	-4.077	10.881	0.003	0.004	0
Si	6.799	-1.363	10.878	0.001	0.005	-0.001
Si	9.516	1.358	10.875	0.007	0	0.003
Si	6.8	4.08	10.871	0.005	0.006	-0.001
Si	9.525	6.801	10.881	-0.006	-0.005	-0.002
Si	6.798	9.523	10.884	0	-0.011	-0.002
Si	-6.803	-4.08	10.887	-0.003	0.004	-0.001
Si	-4.081	-1.367	10.886	-0.007	0	0.002
Si	-1.36	1.358	10.889	0.001	0.001	0.001
Si	-4.079	4.078	10.883	-0.002	-0.007	0.002
Si	-1.356	6.806	10.874	-0.001	0.002	0.001
Si	-4.08	-6.797	10.875	0.005	0.008	0.001
Si	-1.359	-4.082	10.872	-0.002	-0.002	0
Si	2.722	-0.002	12.231	-0.001	-0.002	0
Si	5.443	2.722	12.233	0	-0.004	0.004
Si	2.723	5.448	12.238	-0.005	0.002	0.004
Si	5.443	-8.16	12.245	0.005	0.002	0.004
Si	2.723	-5.44	12.241	0.004	0.004	0.003
Si	5.438	-2.721	12.242	-0.002	0.002	0.006
Si	8.162	-0.006	12.235	0.003	0.005	-0.002
Si	10.876	2.716	12.237	-0.014	-0.002	0.006
Si	8.162	5.438	12.23	0.003	-0.004	0.003
Si	10.882	8.164	12.24	0	-0.004	0
Si	8.157	10.881	12.247	0.002	0.003	0.001
Si	-5.438	-2.727	12.251	0.001	0	0.003
Si	-2.724	-0.004	12.246	-0.004	0.001	0.001
Si	0.007	2.721	12.241	-0.005	0.002	0.001
Si	-2.715	5.446	12.232	0.003	0.004	0.002
Si	-0.002	8.172	12.233	0.006	-0.002	0.001
Si	-2.721	-5.439	12.232	0.001	-0.006	0
Si	-0.002	-2.724	12.235	0.001	0.002	0
Si	1.374	1.36	13.597	0.006	-0.011	0
Si	4.088	4.088	13.593	-0.004	0.002	0.007
Si	1.359	6.816	13.587	-0.007	0.011	0.001
Si	4.086	-6.795	13.604	0.001	-0.017	0.006
Si	1.355	-4.083	13.596	-0.003	0	0.004
Si	4.067	-1.367	13.596	0	0.013	0
Si	6.806	1.359	13.587	0.005	-0.006	0.004
Si	9.519	4.084	13.591	0.002	-0.001	0
Si	6.809	-9.526	13.596	0.012	-0.007	-0.002
Si	9.517	9.516	13.604	-0.005	0.006	0.007
Si	6.795	-4.08	13.608	-0.004	0.006	0.003
Si	9.516	-1.364	13.604	-0.002	0.004	0.002
Si	-4.092	1.354	13.601	-0.001	0.009	0.008
Si	-1.355	4.089	13.592	0.004	-0.002	0.005
Si	-4.067	6.81	13.594	-0.004	-0.007	0.007
Si	-1.366	9.527	13.596	-0.012	0.012	-0.003
Si	-4.079	-4.095	13.607	0.001	-0.001	0.003
Si	-1.363	-1.371	13.598	0.008	-0.004	0.006
Si	0.017	-0.017	14.941	-0.004	0.007	-0.001
Si	2.727	2.736	14.954	0.006	-0.001	-0.002
Si	-0.006	5.469	14.948	0.006	0.002	0
Si	2.72	8.165	14.953	-0.005	0.003	-0.002
Si	-0.012	-5.434	14.956	0.004	-0.004	-0.003
Si	2.71	-2.732	14.963	0.003	0.003	-0.001
Si	5.435	0	14.931	0.001	-0.002	-0.004
Si	8.165	2.719	14.95	-0.001	0.003	0.007
Si	5.456	5.436	14.96	0.005	-0.002	-0.003
Si	8.157	-8.165	14.966	0.005	-0.011	0.002
Si	5.439	-5.437	14.977	0.002	0.008	0.004
Si	8.16	-2.726	14.967	0.001	-0.002	-0.003
Si	-5.45	-0.007	14.972	0	-0.003	-0.004
Si	-2.724	2.727	14.938	0.004	-0.003	-0.004
Si	-5.434	5.449	14.937	-0.005	0.005	-0.003
Si	-2.717	8.173	14.968	0.008	0.001	0.004
Si	-5.436	-5.46	14.971	-0.002	-0.004	-0.002
Si	-2.718	-2.735	14.965	-0.007	0.004	0.004
O	8.144	5.462	22.152	-0.108	-0.106	0.427
O	-3.688	-1.711	-1.197	0.512	-0.329	-0.137
O	-6.561	7.311	23.105	0.105	-0.193	0.094
O	2.969	-7.568	-3.349	0.394	0.408	-0.068
O	7.518	-4.743	25.072	0.399	0.291	0.128
O	6.618	7.488	-5.945	-0.054	0.258	-0.087
O	7.327	-1.161	22.991	-0.317	-0.078	0.667
O	-5.371	2.628	22.187	-0.253	-0.179	0.202
O	-3.891	-7.78	-3.773	-0.193	-0.268	0.031
O	2.725	2.749	-0.37	-0.265	0.108	-0.409
O	-5.469	0.006	-0.346	0.098	0.145	-0.614
O	-2.675	-5.392	22.268	-0.215	0.086	0.363
O	1.677	-7.662	25.557	-0.349	-0.084	0.023
O	3.976	-4.664	-1.503	0.015	-0.411	-0.082
O	3.57	-4.35	23.061	-0.215	-0.221	0.073
O	2.717	-2.7	-0.428	0.102	0.083	-0.485
O	-0.167	-5.735	25.455	-0.023	0.02	-0.448
O	-7.979	4.705	-4.582	-0.454	0.429	0.4
O	-1.453	5.871	23.017	0.099	-0.015	0.139
O	-1.492	-7.22	-4.64	0.05	-0.146	0.055
O	3.95	6.126	23.056	0.196	-0.117	0.33
O	1.759	4.671	23.005	-0.043	-0.058	0.28
O	-4.737	-6.996	-1.33	-0.409	0.162	0.152
O	6.987	-1.711	-4.06	0.019	-0.251	-0.016
O	6.842	-0.857	-1.453	-0.03	0.615	-0.333
O	1.151	-1.045	-1.624	-0.455	0.02	-0.104
O	3.718	3.903	24.575	0.458	0.107	0.435
O	-1.738	1.086	22.923	-0.343	-0.058	-0.093
O	0.384	-2.635	25.186	-0.248	-0.418	0.228
O	-6.378	-3.319	-3.965	-0.126	-0.101	-0.207
O	7.848	-3.016	-6.301	0.165	-0.46	0.334
O	2.008	-1.45	-4.176	-0.214	-0.286	-0.314
O	-3.56	4.301	23.182	-0.027	-0.156	0.415
O	-7.248	-4.504	23.002	-0.109	-0.001	0.414
O	-2.118	2.073	-3.545	-0.04	0.009	0.31
O	4.517	0.973	-1.102	0.349	-0.311	-0.026
O	6.647	-6.462	-1.439	-0.473	0.175	-0.118
O	-2.725	2.781	-0.395	-0.126	-0.167	-0.133
O	-0.901	6.325	-1.241	-0.263	0.046	-0.311
O	-2.899	-7.444	25.714	0.275	0.337	-0.158
O	0.043	0.317	-3.57	0.163	0.155	-0.256
O	-3.104	-3.876	-6.457	-0.045	-0.369	0.674
O	4.963	1.857	-3.495	0.251	0.384	0.16
O	-6.186	6.443	-1.048	0.241	0.327	-0.259
O	-3.195	-5.48	-2.676	0.201	0.056	-0.093
O	2.637	-0.035	22.117	-0.028	-0.008	0.237
O	5.451	5.42	-0.458	-0.095	-0.017	-0.513
O	2.441	6.154	25.149	-0.302	-0.164	0.26
O	-1.111	-3.461	23.151	-0.02	-0.154	0.374
O	-7.669	3.164	24.402	0.331	0.041	-0.444
O	-8.058	-2.699	-0.385	-0.283	0.172	-0.119
O	-5.685	-5.829	-3.48	-0.015	-0.215	-0.281
O	-3.225	7.813	-6.245	0.051	0.575	-0.163
O	4.153	1.803	23.08	0.321	0.302	0.093
O	-3.039	-2.961	-3.398	-0.104	-0.063	-0.497
O	-0.287	0.017	-7.187	0.208	-0.042	0.584
O	-7.103	0.697	22.821	0.138	0.227	0.253
O	-4.156	-2.378	24.986	0.356	0.051	-0.372
O	-7.362	2.501	-5.948	0.396	-0.241	0.15
O	1.943	-7.18	-1.035	-0.038	0.019	-0.154
O	-4.332	4.601	-1.328	0.212	0.249	-0.347
O	-1.561	-1.069	24.343	-0.421	-0.267	-0.17
O	4.806	1.06	-6.01	-0.189	0.189	-0.118
O	-1.099	1.001	-1.354	0.448	-0.285	-0.036
O	3.885	3.357	-5.31	-0.723	-0.243	0.308
O	8.14	-5.035	-3.12	-0.154	0.147	-0.054
O	-0.829	-5.25	-6.235	0.019	-0.048	-0.354
O	5.45	-2.753	22.151	0.189	0.078	0.504
O	6.47	2.999	-5.332	0.109	0.068	-0.171
O	1.532	6.824	-2.118	-0.013	-0.02	-0.288
O	-8.06	8.119	-0.374	-0.257	-0.204	-0.383
O	-5.454	-2.805	21.963	0.074	-0.073	0.44
O	-7.851	-6.998	-6.163	0.406	0.016	0.41
O	0.04	-5.497	-0.378	0.22	0.06	-0.339
O	3.013	-7.191	-5.983	0.213	0.667	0.209
O	5.766	-3.044	-2.243	0.59	-0.004	0.493
O	7.972	0.253	25.02	-0.32	0.182	-0.058
O	-7.141	-1.084	-5.174	0.15	0.55	-0.134
O	-5.227	2.709	25.467	0.219	0.314	-0.576
O	-5.025	-1.148	-3.385	-0.268	0.42	0.26
O	-3.382	6.554	24.553	-0.264	-0.057	0.186
O	-0.41	1.103	25.248	0.01	0.511	0.191
O	-0.276	5.983	-6.098	-0.242	-0.117	-0.406
O	0.919	4.416	-1.27	-0.198	-0.183	-0.471
O	3.021	-2.612	25.015	0.31	0.388	-0.194
O	-2.17	6.54	-4.29	-0.066	-0.052	0.412
O	-3.534	5.219	-7.074	0.449	-0.362	-0.132
O	-5.794	5.271	-5.905	-0.235	0.185	-0.179
O	-6.615	-1.561	24.093	-0.072	-0.516	0.291
O	4.776	-0.724	-3.063	-0.204	-0.005	-0.531
O	7.016	3.461	-1.253	-0.205	-0.16	-0.281
O	-3.909	-7.455	23.243	-0.058	-0.189	0.2
O	2.598	0.746	-2.933	-0.161	0.575	-0.162
O	3.925	7.372	-1.31	0.247	-0.032	-0.368
O	-2.155	1.51	-6.012	-0.193	-0.258	0.052
O	7.129	5.214	25.075	-0.501	0.272	-0.25
O	-0.743	-2.631	-6.779	0.107	-0.047	0.313
O	6.327	2.851	25.561	0.04	0.015	0.068
O	-8.157	2.397	-3.416	-0.021	-0.476	-0.082
O	-2.69	8.052	-0.4	0.017	0.004	-0.28
O	4.773	5.74	-6.031	0.118	0.1	0.446
O	7.238	-7.395	-3.855	-0.119	-0.398	0.188
O	1.297	-6.392	23.296	-0.137	0.4	0.041
O	-4.753	-4.543	26.17	0.021	-0.041	-0.37
O	-0.993	-4.708	-3.732	0.567	0.569	0.127
O	-1.939	4.423	25.288	0.156	-0.446	-0.15
O	-0.046	5.267	-3.514	0.314	-0.321	-0.199
O	3.82	-3.383	-3.939	-0.009	-0.078	-0.041
O	5.442	8.141	22.209	0.099	0.055	0.326
O	0.626	-1.526	22.88	0.023	-0.121	0.395
O	6.678	-0.711	-6.452	0.375	0.27	-0.116
O	-7.313	7.19	-4.779	0.289	0.295	0.249
O	-0.056	7.999	22.263	-0.159	-0.312	0.441
O	-6.825	3.974	-1.693	-0.021	-0.194	0.315
O	1.734	-0.407	25.658	0.234	0.005	-0.187
O	5.56	-5.348	-3.52	-0.166	-0.274	-0.577
O	-4.278	-0.772	23.024	0.163	0.197	0.091
O	-5.306	8.101	25.287	-0.014	0.122	0.472
O	0.041	2.817	22.144	-0.015	-0.167	0.658
O	6.458	3.677	23.009	-0.351	-0.381	0.124
O	-6.285	-4.27	-1.452	0.379	-0.123	-0.061
O	4.176	-1.466	-5.865	-0.194	0.169	-0.105
O	-2.451	-0.445	-3.143	-0.026	0.009	-0.675
O	-7.446	1.538	-1.115	-0.32	-0.182	-0.31
O	4.918	-4.424	25.291	0.033	0.134	-0.071
O	-7.218	-6.76	24.358	0.353	0.099	0.278
O	-4.77	-2.025	-5.725	0.239	0.173	0.159
O	-5.7	5.581	-3.414	0.51	0.217	-0.217
O	1.95	1.994	24.674	-0.302	0.091	-0.264
O	-1.579	4.014	-5.169	0.148	0.015	-0.307
O	1.325	7.496	-4.865	-0.344	-0.232	0.705
O	4.26	1.411	25.645	-0.192	-0.581	-0.043
O	-1.645	-3.78	-1.366	0.019	0.383	-0.132
O	2.19	5.129	-5.786	-0.206	-0.5	0.387
O	7.009	-6.198	22.955	-0.26	0.232	0.206
O	2.359	-3.277	-6.049	0.032	-0.544	0.152
O	-5.211	0.046	25.417	-0.537	0.101	0.413
O	-4.005	3.269	-5.293	-0.516	-0.347	0.095
O	-2.955	1.185	25.195	0.102	0.288	-0.003
O	-7.659	7.204	25.518	-0.34	0.27	0.213
O	4.233	7.955	26.01	0.417	-0.218	-0.577
O	2.384	-5.131	25.283	0.044	0.045	0.313
O	-2.137	-3.928	25.887	-0.027	-0.059	-0.13
O	0.963	-6.249	-4.543	0.327	0.333	0

Results
total energy: -101658.386 eV
total energy less fixed offsets of O -438.25, Si -107.07 eV per atom: -5.186 eV
